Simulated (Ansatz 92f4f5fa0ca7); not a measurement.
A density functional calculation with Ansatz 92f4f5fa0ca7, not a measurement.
Periodic cell of 460 atoms, Si304O156, from a study of silicon, its oxide and their interface. The atomic structure is a simulated model.
Doubt: the cutoff is far below the 930 eV that the study's wrapper takes by default for these files, so forces and energies are approximate.

Settings
functional: PBE
potential files: Ansatz PAW
basis: plane waves
wave-function cutoff: 580 eV
density cutoff ratio: 5
exchange-correlation grid ratio: 1
k mesh: 1 x 1 x 1, Gamma-centred
self-consistency stop: 5e-08 eV per atom in the density residual
occupations: fixed
spin: none
net charge: 0

Cell vectors (angstrom)
a 15.4691 0 0
b 0 15.4691 0
c 4.4527 -3.228 34.4158

Atoms and the computed forces on them: element, x, y, z (angstrom), force x, y, z (eV/angstrom)
Si 12.5686 -3.2197 25.7357 0.1788 0.0975 -0.0386
Si 12.7557 -7.1612 25.4884 0.0218 0.1937 0.1953
Si 4.9998 -3.3409 25.5765 0.0909 -0.0399 -0.4111
Si 5.2432 0.6989 25.6577 -0.1844 0.0336 -0.1706
Si 5.2703 -10.7684 25.6941 -0.195 0.0434 -0.2719
Si 5.1433 -7.1915 25.8254 -0.0647 0.0471 0.0177
Si 8.0642 -3.2363 25.7517 -0.0549 -0.0649 -0.6482
Si 7.6727 0.5867 25.6565 0.1199 -0.0115 0.0006
Si 7.6955 -10.8524 25.6774 0.0811 -0.1969 -0.1186
Si 7.4994 -7.1198 25.7331 0.1068 0.1258 -0.0428
Si 10.8308 -3.0144 24.1242 0.2539 -0.1481 0.3067
Si 12.9735 0.5974 25.6637 -0.1848 -0.0883 -0.2196
Si 12.6185 -11.026 25.4383 0.4693 0.1427 0.146
Si -0.387 -3.1582 25.492 -0.2491 -0.0274 -0.0136
Si -0.0877 0.6548 25.6624 0.0797 -0.0214 -0.026
Si 0.3189 -10.9841 25.465 0.2877 0.1108 -0.2358
Si -0.2441 -7.0913 25.4437 -0.0046 -0.1625 -0.0124
Si 4.5419 -1.2872 26.7979 0.003 -0.1888 -0.1092
Si 4.5863 2.661 26.7979 0.0269 0.022 0.0593
Si 4.5571 -9.0434 27.116 -0.0276 0.0424 -0.0137
Si 4.5206 -5.2072 26.9333 -0.0656 0.0572 -0.0563
Si 8.2461 -1.2707 26.9902 -0.044 0.1465 0.1478
Si 8.2541 2.5915 26.8352 0.0154 0.0099 -0.0276
Si 8.2243 -8.9932 26.9798 0.0216 0.0572 0.1597
Si 8.2235 -5.2242 26.9594 0.0258 -0.1017 0.0445
Si 12.2598 -1.2696 26.9864 0.0873 0.0295 0.0775
Si 12.2711 2.5511 26.8135 -0.001 -0.0819 0.0816
Si 12.2604 -9.0753 26.7967 -0.0273 0.0042 0.1856
Si 12.1991 -5.2309 26.8671 0.1681 -0.2318 0.0518
Si 0.4168 -1.3321 26.8387 0.1411 0.0707 0.0447
Si 0.6007 2.5771 26.8506 -0.1523 -0.0227 0.0106
Si 0.5314 -8.9814 26.7701 -0.1042 0.0139 -0.106
Si 0.3966 -5.122 26.6577 -0.0552 -0.0547 0.0658
Si 2.5076 -1.3169 28.0966 -0.0896 -0.0113 -0.0365
Si 2.5867 2.5745 28.1503 0.0012 0.0018 -0.0127
Si 2.47 -9.002 28.2033 -0.0431 -0.0358 -0.0136
Si 2.4305 -5.1489 28.0946 -0.0005 0.0417 -0.1101
Si 6.3362 -1.2969 28.3571 0.0623 0.0203 -0.0224
Si 6.4017 2.609 28.313 0.0911 0.049 -0.0037
Si 6.4227 -9.0206 28.4794 0.1302 0.015 0.1126
Si 6.3642 -5.1556 28.3893 0.0238 -0.0644 0.0534
Si 10.2525 -1.253 28.2431 -0.0021 -0.0278 0.0723
Si 10.2668 2.5748 28.1359 0.0026 0.0172 0.025
Si 10.282 -9.0257 28.1708 0.0525 -0.031 -0.045
Si 10.2359 -5.2267 28.2115 0.0162 0.0823 0.0281
Si 14.133 -1.3014 28.3968 -0.0949 0.0617 0.0743
Si 14.148 2.603 28.2826 0.0845 0.1059 0.012
Si 14.1387 -9.0477 28.2641 -0.043 -0.1312 -0.0348
Si 14.1178 -5.1934 28.269 -0.1585 -0.0118 0.0114
Si 2.511 -3.233 29.5411 -0.0522 0.0414 0.0275
Si 2.5302 0.6209 29.546 -0.0423 -0.0001 -0.0016
Si 2.508 4.5048 29.5726 -0.0057 0.0158 0.0238
Si 2.4967 -7.0571 29.5706 0.0038 -0.0443 -0.0332
Si 6.383 -3.2189 29.6895 -0.0976 0.0407 0.077
Si 6.3802 0.6669 29.6564 -0.0509 -0.094 0.0186
Si 6.3952 4.4835 29.7129 -0.0034 0.0405 0.0021
Si 6.3879 -7.0698 29.7259 0.0269 0.0276 -0.0062
Si 10.2495 -3.242 29.58 0.0607 0.0128 -0.0101
Si 10.2566 0.68 29.6061 -0.0425 -0.0532 -0.0505
Si 10.2611 4.5022 29.5654 -0.0471 -0.0017 -0.0227
Si 10.2633 -7.1294 29.6161 -0.0294 0.0343 -0.0882
Si 14.1212 -3.2703 29.667 -0.0122 0.0238 -0.048
Si 14.1257 0.6708 29.6612 0.0423 -0.0308 -0.0085
Si 14.1286 4.5138 29.6577 -0.0726 0.009 -0.0754
Si 14.1232 -7.1139 29.6372 0.0614 -0.0117 -0.0779
Si 4.4527 -3.228 30.9971 -0.373 -0.0743 -0.0837
Si 4.4527 0.6392 30.9971 -0.225 -0.0072 -0.1268
Si 4.4527 4.5064 30.9971 -0.3609 -0.0085 0.0226
Si 4.4527 -7.0951 30.9971 -0.4528 0.1564 0.0802
Si 8.3199 -3.228 30.9971 0.2697 -0.0107 0.0324
Si 8.3199 0.6392 30.9971 0.1151 0.1282 -0.033
Si 8.3199 4.5064 30.9971 0.4537 -0.1012 0.119
Si 8.3199 -7.0951 30.9971 0.3513 -0.0006 0.2946
Si 12.187 -3.228 30.9971 -0.2235 -0.1177 -0.0632
Si 12.187 0.6392 30.9971 -0.0903 0.1749 0.0015
Si 12.187 4.5064 30.9971 -0.1442 0.003 -0.1411
Si 12.187 -7.0951 30.9971 0.0062 -0.0526 -0.0128
Si 0.5855 -3.228 30.9971 0.2614 -0.0692 -0.1467
Si 0.5855 0.6392 30.9971 0.2953 0.1216 -0.1753
Si 0.5855 4.5064 30.9971 0.1911 -0.0839 -0.0344
Si 0.5855 -7.0951 30.9971 0.0544 0.0007 -0.088
Si 0 1.9336 3.4175 0.0516 0.0417 -0.0228
Si 0 5.8008 3.4175 0.047 0.1104 -0.0112
Si 0 -5.8008 3.4175 0.0362 -0.0077 0.0007
Si 0 -1.9336 3.4175 0.0494 -0.1238 -0.0072
Si 3.8672 1.9336 3.4175 -0.0021 0.0121 0.0103
Si 3.8672 5.8008 3.4175 -0.0556 -0.0113 -0.0001
Si 3.8672 -5.8008 3.4175 -0.0453 0.0512 0.0091
Si 3.8672 -1.9336 3.4175 -0.0305 -0.0623 0.033
Si 7.7343 1.9336 3.4175 0.011 0.0525 0.0262
Si 7.7343 5.8008 3.4175 0.043 0.0181 0.0046
Si 7.7343 -5.8008 3.4175 0.004 0.0052 0.0002
Si 7.7343 -1.9336 3.4175 0.0387 -0.0686 0.0193
Si -3.8672 1.9336 3.4175 -0.0297 0.0004 0.0185
Si -3.8672 5.8008 3.4175 -0.0415 -0.0214 -0.0071
Si -3.8672 -5.8008 3.4175 -0.018 0.0438 0.0041
Si -3.8672 -1.9336 3.4175 -0.059 -0.0534 0.0159
Si -1.9336 1.9336 4.7847 0.016 -0.0281 0.1291
Si -1.9336 5.8008 4.7847 -0.0423 0.0462 0.063
Si -1.9336 -5.8008 4.7847 -0.0795 0.1492 0.1903
Si -1.9336 -1.9336 4.7847 0.0243 -0.1199 0.3805
Si 1.9336 1.9336 4.7847 -0.1702 0.1845 -0.1129
Si 1.9336 5.8008 4.7847 0.0234 0.1714 -0.5745
Si 1.9336 -5.8008 4.7847 -0.0171 -0.1021 -0.3136
Si 1.9336 -1.9336 4.7847 -0.1259 -0.2704 -0.153
Si 5.8008 1.9336 4.7847 -0.0052 0.059 0.0229
Si 5.8008 5.8008 4.7847 0.02 -0.1521 0.2444
Si 5.8008 -5.8008 4.7847 0.1157 -0.0174 0.0822
Si 5.8008 -1.9336 4.7847 0.0438 0.0084 0.4133
Si 9.6679 1.9336 4.7847 0.051 0.1838 0.1315
Si 9.6679 5.8008 4.7847 0.0189 0.1931 -0.384
Si 9.6679 -5.8008 4.7847 0.0226 0.0044 0.0302
Si 9.6679 -1.9336 4.7847 0.0531 -0.3951 -0.033
Si -1.8997 0.0028 6.1747 -0.0802 -0.0599 -0.0405
Si -1.9249 3.8687 6.1569 -0.008 -0.0112 0.0572
Si -1.9671 -7.724 6.1544 0.0801 0.0755 0.1033
Si -1.9538 -3.8745 6.224 0.0561 0.0502 -0.0348
Si 1.8864 -0.0094 6.1054 0.037 0.0123 -0.1214
Si 1.8929 3.9163 6.1176 -0.026 -0.1579 -0.0461
Si 1.9643 -7.7434 6.1064 0.0014 -0.022 0.229
Si 1.9172 -3.903 6.1408 -0.012 0.1132 0.0075
Si 5.7768 0.0302 6.1763 0.0713 -0.1085 -0.0649
Si 5.759 3.8426 6.1872 0.0344 0.0494 -0.0102
Si 5.8344 -7.7325 6.1581 -0.0706 0.0105 0.1501
Si 5.8378 -3.8895 6.1897 -0.0061 0.1327 -0.0361
Si 9.6738 -0.0231 6.1102 -0.0134 -0.1253 -0.1539
Si 9.6615 3.9261 6.1429 0.0257 0.0188 -0.075
Si 9.677 -7.7383 6.14 -0.0465 0.023 0.161
Si 9.6913 -3.9019 6.1975 -0.0459 0.0563 0.0963
Si 0.0262 0.0212 7.563 0.1325 -0.1587 0.0803
Si 0.0013 3.8996 7.5367 0.0094 0.0661 -0.0344
Si 0.0242 -7.7537 7.4386 0.0062 -0.0178 -0.1889
Si 0.0146 -3.9228 7.5736 -0.0313 0.1117 -0.0845
Si 3.7849 0.0492 7.4676 0.016 -0.0697 0.0959
Si 3.7661 3.8461 7.5132 0.075 0.0367 -0.0789
Si 3.8807 -7.7664 7.5143 0.0544 -0.014 -0.1192
Si 3.8577 -3.9262 7.4809 0.0028 -0.0242 -0.0673
Si 7.7541 -0.009 7.4959 -0.0111 0.0003 0.047
Si 7.7276 3.8952 7.5246 0.0539 -0.077 -0.0504
Si 7.7773 -7.7409 7.5516 0.0152 0.0177 -0.0618
Si 7.7672 -3.9365 7.6233 0.1201 0.2071 0.1089
Si -3.8627 -0.0314 7.4735 -0.123 0.0268 0.0355
Si -3.8521 4.008 7.5047 -0.1655 -0.0674 0.1291
Si -3.9049 -7.67 7.5734 0.0982 0.0012 -0.0066
Si -3.8739 -3.9389 7.6754 -0.0928 0.215 0.0676
Si 0.607 1.9842 8.7667 -0.5551 0.0595 0.2393
Si -0.0598 5.8599 8.8922 0.1443 0.0446 -0.0605
Si 0.0291 -5.9045 8.8762 0.1014 -0.0357 -0.1116
Si 0.4457 -1.9663 8.8495 0.0828 -0.1171 0.5215
Si 3.0433 1.9372 8.7067 0.5459 0.059 0.2059
Si 3.8292 5.7515 8.8974 0.0094 0.0803 0.1139
Si 3.8661 -5.8284 8.8949 0.0033 -0.0128 -0.0222
Si 3.5675 -1.9488 8.696 -0.0477 -0.0861 0.5062
Si 8.5449 1.934 8.5595 -0.4352 -0.0227 0.3223
Si 7.7209 5.7977 8.9258 -0.0709 0.1676 0.0753
Si 7.8435 -5.8786 9.0451 -0.2418 -0.0994 -0.1849
Si 8.066 -1.9054 8.8896 0.0106 -0.1405 0.2457
Si -4.5285 1.9784 8.4795 0.6456 -0.1082 0.0535
Si -3.8158 5.9283 8.9963 -0.0775 -0.0079 -0.0537
Si -3.8645 -5.859 9.1627 -0.1163 0.0509 -0.0141
Si -4.2384 -1.9083 8.9023 0.0492 -0.0169 0.2366
Si -1.8758 6.5097 10.264 -0.0881 -0.6533 0.2737
Si -1.812 -6.5596 10.1679 0.0582 0.6841 0.2097
Si 1.877 6.1213 10.1957 -0.0245 0.0313 0.5333
Si 1.9637 -6.2053 10.2454 0.0241 0.0158 0.493
Si 5.7508 6.0813 10.2501 -0.1005 -0.0981 0.4025
Si 5.7966 -6.2193 10.1842 0.0525 0.0324 0.4194
Si -5.8104 5.7252 10.2706 -0.0096 -0.5484 0.459
Si -5.8269 -5.8695 10.6366 0.0616 -0.0183 0.2341
Si -6.1536 -4.3935 12.4686 0.06 0.5464 -0.2877
Si -6.2532 -7.5278 12.4279 0.0576 -0.3934 -0.0661
Si 4.4527 -5.1615 32.3643 -0.1511 -0.0114 0.0191
Si 4.4527 -1.2944 32.3643 -0.123 0.0005 -0.0258
Si 4.4527 2.5728 32.3643 -0.2006 0.002 0.0114
Si 4.4527 -9.0287 32.3643 -0.1519 -0.0169 -0.0097
Si 8.3199 -5.1615 32.3643 0.1419 -0.0134 0.0205
Si 8.3199 -1.2944 32.3643 0.0954 -0.0148 -0.0255
Si 8.3199 2.5728 32.3643 0.112 0.0066 0.0309
Si 8.3199 -9.0287 32.3643 0.0878 0.0125 0.0085
Si 12.187 -5.1615 32.3643 -0.0722 0.0239 0.0076
Si 12.187 -1.2944 32.3643 -0.0549 -0.0124 -0.0402
Si 12.187 2.5728 32.3643 -0.0655 -0.0234 0.0185
Si 12.187 -9.0287 32.3643 -0.0602 0.0121 0.0004
Si 0.5855 -5.1615 32.3643 0.0962 0.0127 0.0049
Si 0.5855 -1.2944 32.3643 0.0667 -0.0095 -0.0421
Si 0.5855 2.5728 32.3643 0.1268 0.0007 0.0088
Si 0.5855 -9.0287 32.3643 0.1313 0.0007 -0.0137
Si 6.3863 -5.1615 33.7316 0.0002 -0.01 -0.0184
Si 6.3863 -1.2944 33.7316 0.0008 -0.0057 -0.0091
Si 6.3863 2.5728 33.7316 0.0244 0.0126 -0.0296
Si 6.3863 -9.0287 33.7316 0.0277 -0.0027 -0.0282
Si 10.2534 -5.1615 33.7316 -0.0049 -0.0088 0.0227
Si 10.2534 -1.2944 33.7316 0.0006 0.0288 0.0195
Si 10.2534 2.5728 33.7316 -0.0094 -0.0109 0.0221
Si 10.2534 -9.0287 33.7316 -0.0191 -0.0013 0.0143
Si -1.3481 -5.1615 33.7316 -0.0078 0.004 -0.0195
Si -1.3481 -1.2944 33.7316 -0.0021 0.02 -0.0129
Si -1.3481 2.5728 33.7316 -0.0008 -0.0021 -0.0175
Si -1.3481 -9.0287 33.7316 -0.0138 -0.0207 -0.014
Si 2.5191 -5.1615 33.7316 0.003 -0.0206 0.026
Si 2.5191 -1.2944 33.7316 0.0071 0.0228 0.0201
Si 2.5191 2.5728 33.7316 -0.0102 0.0148 0.026
Si 2.5191 -9.0287 33.7316 -0.0044 -0.015 0.0208
Si 1.9336 0 0.683 0.0035 -0.0237 0.0091
Si 1.9336 3.8672 0.683 -0.0123 0.0118 0.0085
Si 1.9336 7.7343 0.683 -0.0367 0.0194 0.0094
Si 1.9336 -3.8672 0.683 -0.008 0.0056 0.0121
Si 5.8008 0 0.683 0.0152 -0.0137 -0.0094
Si 5.8008 3.8672 0.683 0.0129 -0.0031 -0.0051
Si 5.8008 7.7343 0.683 0.0058 0.02 -0.0118
Si 5.8008 -3.8672 0.683 -0.0024 -0.0013 -0.0087
Si -5.8008 0 0.683 -0.0027 -0.0109 0.001
Si -5.8008 3.8672 0.683 -0.0095 -0.0082 0.0064
Si -5.8008 7.7343 0.683 0.0144 -0.0077 0.0118
Si -5.8008 -3.8672 0.683 0.0084 0.0247 0.0123
Si -1.9336 0 0.683 -0.0061 -0.0133 -0.0167
Si -1.9336 3.8672 0.683 -0.0098 0.0081 -0.0117
Si -1.9336 7.7343 0.683 0.0116 0.0114 -0.0112
Si -1.9336 -3.8672 0.683 0.0021 -0.0108 -0.0126
Si 0 0 2.0503 -0.0569 0.0161 0.0123
Si 0 3.8672 2.0503 -0.0552 -0.0183 0.0004
Si 0 7.7343 2.0503 -0.0575 -0.0058 -0.0048
Si 0 -3.8672 2.0503 -0.0316 0.0017 -0.0096
Si 3.8672 0 2.0503 0.0178 0.0194 0.0151
Si 3.8672 3.8672 2.0503 0.0459 0.0036 -0.0083
Si 3.8672 7.7343 2.0503 0.0403 -0.0009 -0.0068
Si 3.8672 -3.8672 2.0503 0.032 -0.0168 -0.0105
Si 7.7343 0 2.0503 0.0104 0.0136 0.0164
Si 7.7343 3.8672 2.0503 0.0011 -0.0062 -0.0043
Si 7.7343 7.7343 2.0503 -0.0482 -0.0019 -0.0102
Si 7.7343 -3.8672 2.0503 -0.0493 -0.0013 -0.0102
Si -3.8672 0 2.0503 0.0133 0.0105 0.0115
Si -3.8672 3.8672 2.0503 0.0294 0.0152 -0.0038
Si -3.8672 7.7343 2.0503 0.0515 -0.0032 -0.003
Si -3.8672 -3.8672 2.0503 0.0451 -0.0107 -0.0058
Si 3.2254 -2.8364 23.1755 -0.1042 0.0364 -0.3068
Si 0.5717 0.4724 23.4054 -0.3054 -0.0134 0.0521
Si 1.5412 -9.8815 22.9139 -0.1091 0.0425 -0.2452
Si -0.1576 -7.4015 23.0453 0.2195 0.0556 0.1799
Si 4.6743 -1.4976 20.9851 0.1919 -0.0385 -0.3024
Si 7.7515 -1.0915 20.9164 -0.1471 0.0402 -0.3117
Si 4.2822 -8.8591 23.4545 0.1526 -0.0425 0.0469
Si 5.9011 -7.7974 21.1337 -0.0141 0.0837 -0.268
Si 10.2783 -5.421 22.3555 -0.0735 -0.0715 -0.1692
Si 8.4746 0.7634 23.4443 -0.2209 -0.0791 0.1064
Si 8.6477 -10.271 23.5624 -0.1287 0.1729 0.0788
Si 8.0599 -7.239 23.4296 -0.1255 0.0156 0.0984
Si 11.3598 -0.0325 23.0753 0.1882 -0.0277 -0.035
Si 11.7027 -10.744 23.3269 -0.1107 0.0226 -0.2702
Si 12.3296 -7.5847 23.1267 -0.0111 0.2308 -0.0184
Si -1.0881 1.5676 14.4648 -0.04 0.0078 0.2366
Si -0.2013 -1.292 11.765 0.146 0.0156 0.2653
Si 0.3093 1.6522 11.7516 -0.0194 -0.2496 0.5343
Si 1.9349 -5.2282 13.2275 0.1563 0.1374 0.3957
Si 4.8471 1.4631 11.2323 -0.1517 -0.0413 0.2962
Si 5.7591 -1.2931 10.8217 -0.191 -0.1042 0.1298
Si -5.5823 2.5568 10.8989 -0.0086 0.2037 0.2792
Si -3.0692 -1.7964 11.8947 -0.1268 0.0738 0.2283
Si -0.114 -1.0289 15.9603 0.0133 0.0006 0.0669
Si -2.7484 -2.5763 16.3114 0.0824 0.1375 0.1129
Si -0.7083 -0.6014 19.0978 -0.0386 0.1184 -0.025
Si 4.2252 -8.5121 17.0671 -0.035 0.0462 -0.0021
Si 1.6924 -2.2903 13.9353 0.1452 0.0385 0.0669
Si 4.2914 -0.6515 13.2575 -0.2098 -0.0553 0.2535
Si 8.3412 -11.7635 17.5058 -0.0546 -0.0557 -0.0437
Si 6.8526 2.8754 14.9196 0.0834 -0.0371 0.1133
Si 6.765 -5.8886 12.9762 -0.0803 0.1476 0.182
Si -4.0461 1.7228 15.4456 0.0199 -0.0155 0.0473
Si 9.1539 1.3119 13.4461 -0.1261 -0.088 0.3304
Si 2.098 4.0183 12.6316 0.049 -0.034 0.2438
Si 3.5392 0.1388 23.1706 -0.061 0.0059 -0.2566
Si -1.0475 -6.103 13.1871 0.0141 0.0065 0.3075
Si -0.2148 1.8208 20.8529 0.0873 -0.0235 -0.1046
Si 9.6433 -1.4572 13.0154 -0.0809 -0.0237 0.1633
Si 0.1109 4.3592 15.0293 0.0131 -0.1857 0.1469
Si -4.4085 -8.2744 14.8859 0.1301 -0.1672 0.2461
Si 7.3357 -3.5798 17.7212 0.0226 -0.0265 -0.0732
Si 0.2386 -2.7204 23.2436 -0.2326 0.079 0.1881
Si 4.6142 -4.3887 17.2583 -0.0849 -0.1149 0.0053
Si 2.0832 -11.5448 20.2955 -0.025 -0.1676 -0.3082
Si 8.5084 -1.5483 15.8586 -0.0187 0.1264 0.0947
Si 3.8081 -6.3299 19.4045 0.1305 -0.0211 -0.1585
Si 7.2483 -12.2964 21.9894 -0.1112 -0.1627 -0.3488
Si 12.6027 -9.8225 18.6701 0.008 -0.0964 -0.1288
Si 0.8465 -6.0638 20.5707 -0.0119 -0.089 -0.1296
Si 10.7705 -0.2969 17.4877 0.023 0.0811 -0.1012
Si 5.0328 -12.2641 20.1704 -0.0537 -0.0151 -0.2327
Si 5.3023 4.0322 12.5821 -0.0285 -0.182 0.2464
Si 12.2389 -7.1632 17.6009 0.0439 -0.0379 0.0656
Si -1.7208 -9.0792 13.3787 0.1009 0.0259 0.4446
Si 11.8673 0.4194 20.0239 0.0805 0.092 -0.3677
Si 9.4344 -3.6568 19.9015 -0.062 0.1431 -0.23
Si -3.3556 -4.2164 13.772 0.0381 0.1467 0.1258
Si 5.0924 -1.668 18.0482 -0.0424 0.0579 -0.0864
Si 5.8346 0.1324 15.8021 0.0066 0.0486 0.0019
Si -4.4314 4.5585 16.397 0.0364 -0.1071 0.0436
Si 4.2686 -6.3156 14.894 -0.2022 -0.0126 0.2374
Si -0.8121 -3.5171 20.512 0.0007 0.0738 -0.143
Si 7.405 1.6628 19.4617 -0.0693 0.0707 -0.1626
Si 12.2302 -4.2621 18.7941 0.0312 0.0365 -0.1499
Si 6.3252 -9.7776 18.8131 -0.0076 -0.0944 -0.1216
Si 12.4688 -12.204 20.6634 0.0866 -0.0393 -0.3431
Si 1.5754 -9.8973 17.5536 0.0176 -0.0588 -0.0382
Si -0.5411 -8.0322 18.5401 0.0436 -0.0254 -0.1363
O 3.1653 -1.3238 23.8046 0.098 -0.0641 0.2224
O 13.2488 -4.2236 20.0705 -0.0392 -0.0305 0.1055
O 2.1206 -10.4737 21.5134 -0.0573 0.1342 0.3437
O 2.6613 -8.8348 23.4447 0.1243 0.0772 0.1028
O 3.9539 -5.1721 16.0159 -0.0002 -0.0211 -0.1159
O 6.5721 -3.2756 24.9591 -0.0302 0.0621 0.6794
O 4.0745 -3.7158 24.2355 0.1011 0.0399 0.2136
O 4.637 0.877 24.1002 0.1545 -0.0513 0.2444
O 4.685 -7.4774 24.2399 0.0756 -0.0883 0.0979
O 9.2674 -3.1958 24.6095 0.1219 0.0177 0.1752
O 11.107 -4.1978 23.0366 -0.0819 -0.0199 -0.0986
O 10.0961 0.9873 23.2917 0.0117 0.0633 -0.0403
O 10.0884 -10.9999 23.3845 0.0604 -0.0743 0.0552
O 12.0123 -9.1812 22.8893 0.0525 -0.0283 -0.0382
O 12.5496 0.5034 24.0412 0.1117 -0.0104 0.2866
O -1.238 -11.0157 24.9212 -0.3538 -0.0196 0.3376
O -0.1757 2.111 10.2686 0.2636 0.0822 -0.6248
O 2.0382 -1.978 9.3507 -0.0363 0.0766 -0.6206
O 3.7092 2.0206 10.2291 -0.3236 0.007 -0.3487
O 4.5456 -2.0312 10.0241 0.0145 0.0374 -0.2472
O 4.1291 0.8022 12.5439 0.0901 0.1052 -0.2106
O 8.493 1.9148 10.2615 0.3438 0.0603 -0.2627
O 9.6454 -1.7889 9.4007 -0.0324 -0.1641 -0.3727
O -3.3536 -1.8901 10.2962 -0.0857 -0.061 -0.2672
O -2.8462 -3.2894 12.525 0.0303 -0.0682 -0.0936
O 5.307 -0.2468 17.2937 -0.0306 -0.0549 0.0933
O 7.8003 2.0653 13.8854 0.0815 -0.0301 -0.0946
O 0.3539 -1.1018 22.9836 0.0396 -0.0749 0.021
O 0.2025 -8.9712 22.6871 0.017 -0.0738 -0.0272
O 0.7536 -6.3449 22.1834 -0.0132 -0.0125 0.0021
O 6.2756 -1.7414 21.1413 -0.0846 -0.0144 0.0675
O 3.9215 -2.7617 21.695 -0.0995 -0.0707 0.2409
O 4.2616 -1.4089 19.4133 -0.0061 0.0065 0.1995
O 5.6406 -12.2938 21.6934 0.0446 0.0004 0.1331
O 8.0902 -3.0262 16.3946 0.0194 -0.0294 -0.037
O 4.9145 -8.8093 21.9518 -0.1617 -0.0715 0.1572
O -1.3057 -9.4241 18.9771 -0.0378 0.0569 0.0396
O 9.6395 -4.8683 20.9625 0.0877 -0.159 0.1719
O 7.6723 -10.7703 22.3377 0.1174 0.0357 0.0077
O 8.9027 -8.6568 23.3381 -0.1582 -0.1551 0.0232
O -3.2167 -8.7669 13.9046 -0.0314 -0.0342 -0.0806
O 13.0389 -3.5586 17.5669 -0.0338 -0.0681 0.0355
O 10.9186 -1.5344 23.4798 -0.1184 0.0607 -0.1278
O 12.4184 -10.5566 17.2098 0.0117 0.0197 0.0081
O 13.7875 -7.1795 22.4892 -0.2285 -0.1777 0.1053
O -2.6542 1.2505 14.7655 0.0579 0.0059 -0.1126
O -4.279 -1.0594 12.6993 0.1123 -0.0161 -0.1043
O -1.4167 -5.8395 11.6267 -0.1061 -0.2543 -0.3124
O -1.7334 -0.9133 12.1722 -0.0865 0.0042 -0.0708
O 1.6967 5.1255 11.5123 -0.0146 0.2315 -0.3358
O 1.9516 -7.7857 10.8179 -0.0724 -0.0213 -0.4878
O 2.0486 -5.2332 11.5979 -0.0304 -0.192 -0.3849
O 4.7214 -0.4569 14.7969 0 -0.0043 -0.159
O 5.7491 0.3186 10.4945 0.0751 0.0659 -0.121
O 5.5794 -7.797 10.6636 0.2077 0.0082 -0.3993
O 5.7713 5.338 11.7461 0.0861 0.2465 -0.4466
O 5.7117 -6.0181 14.2067 0.2582 0.008 -0.2531
O 10.6863 -0.2403 19.1148 0.0773 0.0155 0.1539
O -5.4483 2.2553 12.4748 0.0371 0.0798 -0.2673
O -1.7717 -9.6082 11.8315 -0.0621 0.2566 -0.5134
O 5.9107 -5.4352 11.6511 -0.0492 -0.0152 -0.2834
O 8.7563 -0.1117 12.7298 -0.0062 -0.0475 -0.073
O 11.8238 -1.3593 16.8711 0.0054 -0.0589 -0.062
O 8.8356 -2.268 20.5521 0.058 0.0115 0.1184
O 13.8921 -7.2422 17.5269 -0.0134 0.0045 -0.0272
O 6.9826 -7.1827 22.1855 0.2113 0.0624 0.1036
O 5.9345 1.7551 15.6852 -0.0029 0.0459 -0.0306
O 7.2384 -0.6139 15.4509 0.0247 -0.0611 0.0099
O -4.2373 1.9572 10.153 -0.4538 0.0441 -0.2554
O 0.4121 -2.2535 12.9255 -0.1542 0.0095 -0.2152
O 5.4281 -1.5043 12.4231 0.2015 -0.0573 -0.3075
O 1.2484 -11.0153 24.059 -0.1918 -0.097 0.4239
O -0.218 0.3116 15.0382 -0.0051 0.0296 -0.0885
O 9.4485 -1.844 14.5813 0.0822 0.0034 -0.1084
O 11.5434 2.0257 20.1241 -0.0307 0.0478 0.1496
O 8.131 2.1843 18.096 -0.0028 -0.0027 0.108
O 2.3797 -6.3407 20.1487 -0.0375 0.0054 0.1051
O -5.0206 -9.6194 15.5972 -0.0129 0.1405 -0.1068
O 9.2666 -2.7803 12.141 -0.0389 0.0284 0.0318
O -0.305 -2.0494 10.3281 0.0074 -0.0566 -0.4413
O 3.8173 -7.4903 18.265 0.0001 0.0246 0.063
O 1.7105 -3.4168 23.0117 0.2217 0.0065 -0.0373
O -0.3822 1.3685 22.4142 0.0852 -0.0059 0.0582
O -2.2823 -5.4211 14.0266 0.0515 -0.0385 -0.0641
O -0.1697 -7.0907 19.805 -0.0392 0.0388 0.0908
O 12.2938 -11.8265 22.2357 -0.1407 0.1867 0.258
O 8.1078 -0.3949 22.3468 0.089 0.1347 0.1522
O 8.0198 -12.8788 20.6665 0.0353 0.1238 0.1928
O -0.8746 1.8177 12.8651 0.0016 0.0465 -0.1393
O -5.6464 4.1605 10.7413 0.0079 0.1282 -0.1342
O 7.6017 -7.2835 12.7287 0.2199 -0.1364 0.0024
O -4.8573 -4.7425 13.4205 -0.0994 -0.1577 -0.0429
O 6.6379 -8.6091 19.9102 0.0175 0.0551 0.1431
O 13.2247 -0.0395 19.2189 -0.0739 0.0165 0.0964
O 11.9049 -0.1485 21.5416 -0.1061 0.0119 0.2924
O 3.7012 4.013 12.8154 -0.0284 0.0703 0.0138
O 2.1279 0.955 23.1239 0.1121 0.0267 -0.0197
O 7.1724 -1.8973 10.3025 0.1138 -0.032 -0.2472
O 7.9174 -4.7496 13.2715 0.0406 -0.0742 -0.0309
O -0.889 -7.6883 13.4904 0.0206 0.0042 -0.1137
O 1.7302 -10.7868 18.9046 0.0205 0.0124 0.12
O 3.9881 -4.8796 18.6807 0.0034 -0.0263 0.0677
O -0.147 -0.6468 17.5564 0.0449 0.0091 0.0701
O 5.7918 1.9993 19.3505 0.0613 -0.0348 0.0837
O 6.5571 -2.3136 18.4102 -0.0092 0.0522 0.0616
O 9.0468 -5.9488 23.281 -0.0036 0.059 0.0062
O 3.0141 -6.301 13.8465 -0.0473 -0.0108 -0.1401
O 0.8698 -8.4477 17.8413 -0.059 0.0578 -0.0133
O -0.5682 2.8944 15.2464 0.0401 0.0528 -0.0291
O 5.7479 2.7237 11.7071 0.1118 -0.0792 -0.1256
O 3.0607 -9.6455 16.9351 0.0251 0.0154 -0.005
O 0.3852 -5.4955 13.6503 -0.1807 -0.0588 -0.1128
O 8.3771 -4.2063 18.7854 0.0648 -0.0475 0.082
O 0.4251 -4.5341 20.1808 0.0295 0.0071 0.0252
O -0.8379 -3.2776 22.135 0.0464 -0.0149 0.0634
O 4.1955 -0.0972 21.6866 -0.1341 0.1015 0.2234
O 1.2432 -1.8043 15.445 -0.0417 -0.0038 -0.0137
O -4.1034 3.3448 15.3627 -0.0174 0.1356 -0.0183
O 0.1436 0.5054 19.9402 -0.0136 -0.0431 0.0198
O 7.6663 2.1851 23.2111 0.0391 -0.0893 0.0059
O -3.524 -3.3868 15.1553 -0.0766 -0.0921 -0.164
O 5.2622 -10.8205 19.4565 0.0215 -0.0119 0.0857
O -1.3636 -2.0279 15.6718 -0.0853 -0.0481 -0.0199
O 0.616 -10.6665 16.5019 -0.0577 -0.0314 -0.0779
O 11.2907 -6.6893 22.2151 -0.0106 -0.1049 -0.0195
O 0.7023 0.064 11.6779 0.0589 0.1283 -0.1328
O 7.6724 -10.5986 18.4248 -0.0129 0.0912 0.0693
O 1.5996 2.5288 12.2009 -0.0194 -0.0224 -0.1385
O 2.8391 -1.3454 13.2998 0.1077 0.0544 -0.0801
O 9.462 -8.9992 11.7469 0.0234 0.0424 -0.341
O 0.9948 -12.6396 20.6696 0.0645 0.022 0.0684
O -5.5032 -7.5557 13.9139 -0.2756 0.1622 -0.297
O 4.3298 -2.7793 17.1096 0.023 0.0248 0.0445
O 5.0169 -6.5825 20.476 0.0207 -0.042 0.0858
O 9.922 -11.4235 17.461 0.0218 0.0262 0.0311
O 11.2819 1.1811 16.9808 -0.0219 -0.0553 0.0177
O 11.8027 -5.7719 18.3307 -0.0155 0.0328 0.0528
O 11.7422 -8.4182 18.5626 0.0295 0.0374 0.0296
O 4.7709 -10.2675 24.1581 0.131 -0.0128 0.23
O 7.7163 3.7245 16.0018 -0.0415 0.0104 -0.0436
O 7.6699 0.0828 19.7551 0.0528 -0.0745 0.1465
O 12.117 -10.8505 19.8234 -0.0076 0.0086 0.1101
O 6.2313 -4.6949 17.2793 0.0407 0.0388 0.0106
O 3.4378 -12.4402 20.1847 0 -0.0003 0.0618
O -3.8838 -7.2788 16.0996 -0.0695 -0.0317 -0.1467
O 9.2833 -0.7229 17.0206 -0.0055 -0.0363 0.0365
O -0.5873 -2.1002 19.7278 0.0557 -0.0793 0.0955
O -1.0229 5.3247 14.3837 -0.1352 0.1142 -0.1918
O 13.9679 -12.7733 20.3981 -0.0779 0.0134 0.005
O 1.4183 4.363 14.0665 0.0992 0.0222 -0.2424
O 4.3497 -7.7672 15.6297 0.0386 0.0807 -0.1214
O 10.8821 -3.4067 19.1686 -0.0604 -0.0114 0.0996
O 2.3009 -3.7948 13.9201 0.0082 -0.1628 -0.1095
O 5.9907 3.9536 14.0623 -0.1024 0.0974 -0.193
O 5.6688 -9.1738 17.4442 0.0094 0.0151 0.0035
O -5.3372 1.0432 14.7199 -0.0947 -0.0124 -0.1489

Results
free energy: -281981.870 eV
free energy less fixed offsets of O -568.88, Si -635.61 eV per atom: -11.150 eV

The program warned: the cutoff lies below the one the program advises for these potential files; the forces do not sum to zero within the program's tolerance; the exchange-correlation potential is rough where the density is thin.
